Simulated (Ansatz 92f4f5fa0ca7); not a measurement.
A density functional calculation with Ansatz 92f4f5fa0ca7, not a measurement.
Periodic cell of 283 atoms, Si144O97H32N10, with a vacuum gap, from a study of silicon, its oxide and their interface. The atomic structure is a simulated model.

Settings
functional: r2SCAN
potential files: Ansatz PAW
basis: plane waves
wave-function cutoff: 800 eV
density cutoff ratio: 5
exchange-correlation grid ratio: 1
k mesh: 1 x 1 x 1, shifted by 0.5 0.5 0 of a step
self-consistency stop: 1e-11 eV per atom in the density residual
occupations: fixed
spin: none
net charge: 0
applied field: sawtooth along c, amplitude -0.015 V/angstrom in the program's sign convention, ramp centred at 0.9895 of c and 0.0209 of c wide, no dipole correction

Cell vectors (angstrom)
a	10.8904	0	0
b	0	10.8904	0
c	0	0	47.8048

Atoms: element, x, y, z (angstrom)
Si	7.0645	3.1939	34.2926
Si	9.4205	5.9428	34.7226
Si	6.4076	8.9944	34.1056
Si	9.0421	0.7958	34.2102
Si	0.6789	3.8563	34.0647
Si	3.5162	6.3784	34.0331
Si	12.3373	8.7671	33.9136
Si	4.1161	0.256	34.0387
Si	8.0264	4.5847	35.9126
Si	10.8032	7.6405	35.4524
Si	7.9017	-0.7258	35.5244
Si	10.7093	2.0249	35.3471
Si	2.3933	4.8399	35.3899
Si	5.2277	7.3972	35.3543
Si	13.4738	10.1361	35.4731
Si	5.2153	2.0558	35.236
Si	6.568	6.1177	36.8515
Si	9.3752	8.9008	36.8212
Si	6.5372	0.7099	36.7833
Si	9.4858	3.2386	37.022
Si	12.0854	6.2147	36.8602
Si	14.8317	8.771	36.8243
Si	12.1047	11.5896	36.7228
Si	3.8663	3.4363	36.6432
Si	5.2046	4.75	38.1345
Si	8.0028	7.4972	38.1392
Si	5.2573	10.2091	38.1597
Si	7.9697	1.9621	38.228
Si	10.7706	4.7863	38.2197
Si	13.4807	7.4839	38.2324
Si	10.7372	10.2696	38.1492
Si	13.4633	2.0714	38.0803
Si	1.3989	-1.3402	9.5808
Si	4.2346	1.426	9.6838
Si	1.4241	4.1734	9.6326
Si	4.1166	-4.049	9.6594
Si	6.7775	-1.364	9.6214
Si	-1.3497	1.3786	9.6094
Si	6.8605	4.1213	9.6468
Si	-1.3463	6.7629	9.6593
Si	2.8351	0.0059	10.865
Si	5.6116	2.814	11.1177
Si	2.7795	5.528	11.0595
Si	5.4696	-2.7137	11.0572
Si	-2.735	-0.0137	10.9246
Si	0.0154	2.8169	10.8895
Si	8.2076	5.4017	11.0835
Si	0.0183	-2.7058	10.9138
Si	1.5026	1.4935	12.0464
Si	4.2211	4.2628	12.4536
Si	1.3675	-3.9736	12.3558
Si	4.0637	-1.3469	12.3677
Si	-3.8443	1.365	12.4417
Si	-1.2809	4.0146	12.4539
Si	6.9079	-4.0163	12.4262
Si	-1.3657	-1.3551	12.2486
Si	0.1675	0.0729	13.22
Si	2.9512	2.6281	13.5087
Si	-0.1788	-5.1768	13.6334
Si	2.2938	-2.2407	13.6833
Si	5.2331	0.3155	13.4968
Si	-2.0184	2.2229	13.8926
Si	5.5828	5.6439	13.8912
Si	-2.3772	-2.9012	13.7616
Si	8.0663	2.808	29.328
Si	1.0897	9.1525	25.1964
Si	11.09	2.5274	26.0268
Si	3.6371	-2.3508	21.569
Si	10.8454	3.7134	28.8408
Si	1.2218	-5.2193	22.8152
Si	6.2481	4.3685	27.3792
Si	-0.6513	-2.5928	18.7795
Si	-2.7554	3.1706	18.31
Si	-1.2314	2.6164	20.6373
Si	3.5863	-3.9191	15.8717
Si	2.4399	0.1669	17.2538
Si	-1.9671	-2.5014	21.3278
Si	-0.2694	0.6573	15.9811
Si	-2.2804	-1.6864	16.5668
Si	2.7181	0.7171	25.9167
Si	5.0577	1.0203	16.1414
Si	0.81	-2.3509	22.3296
Si	2.6202	-6.617	20.8717
Si	8.107	7.3438	32.412
Si	12.8822	-0.6407	28.6178
Si	7.8203	6.5943	26.3467
Si	9.6989	4.0616	23.5412
Si	7.0261	0.315	18.281
Si	3.9351	-2.3896	18.5801
Si	4.1232	5.7774	22.8949
Si	12.9343	-0.055	31.6615
Si	1.7468	2.9495	31.2397
Si	5.5977	1.9858	25.8835
Si	-4.1063	3.4773	15.8318
Si	10.218	6.5237	28.2736
Si	9.8341	7.1014	23.9207
Si	1.7058	4.4297	15.766
Si	7.2623	0.2944	27.8571
Si	4.3064	6.3995	28.7646
Si	1.7638	-3.9853	20.0271
Si	7.0621	4.6317	31.5316
Si	2.0011	7.471	27.2902
Si	-0.3043	-0.1996	20.5135
Si	6.6386	4.4331	24.454
Si	1.5764	1.8168	19.781
Si	10.2827	-0.1386	27.2364
Si	9.0405	9.2019	29.2557
Si	4.0702	4.8753	31.2517
Si	-0.0409	3.1891	17.8743
Si	6.3983	8.4986	28.3978
Si	10.1407	-1.2446	31.9996
Si	6.1069	-1.3247	20.4098
Si	6.6261	3.429	39.4944
Si	9.3595	6.1445	39.5161
Si	6.6754	8.8801	39.5047
Si	9.3751	11.5581	39.5698
Si	12.1582	3.4286	39.5206
Si	3.9425	6.1128	39.5648
Si	12.101	8.894	39.5093
Si	14.8007	11.6005	39.4872
Si	7.9991	4.7945	40.8629
Si	10.7416	7.5182	40.857
Si	8.0364	10.1962	40.9063
Si	10.7544	2.0846	40.8641
Si	2.6031	4.7631	40.9131
Si	5.3355	7.5065	40.8684
Si	13.4619	10.25	40.871
Si	5.2894	2.0629	40.8555
Si	1.3956	1.3864	6.9565
Si	4.1043	4.0727	6.9604
Si	1.3737	6.8196	6.9035
Si	4.0879	-1.3301	6.9111
Si	6.823	1.373	6.904
Si	-1.3376	4.0922	6.9065
Si	6.7988	-4.0766	6.9328
Si	-1.3528	-1.3879	6.9652
Si	0.0172	0.0153	8.2665
Si	2.7826	2.7341	8.345
Si	0.0273	5.4671	8.2584
Si	2.7522	-2.7173	8.2572
Si	5.4706	0.0332	8.2591
Si	8.1817	2.7411	8.2607
Si	5.4592	5.4567	8.3063
Si	8.1628	-2.7541	8.3176
O	7.9855	-2.3496	15.2225
O	3.1173	-1.1198	17.9645
O	9.6596	2.6545	29.1394
O	3.2304	6.4864	27.5734
O	7.7551	6.1143	31.397
O	-1.2791	-4.0643	14.1206
O	13.4111	7.5849	33.501
O	6.5228	4.7641	14.9053
O	2.6712	-2.7606	15.1967
O	5.6054	4.6228	30.8657
O	6.6703	0.0848	19.845
O	12.6194	2.0105	25.8011
O	2.285	3.1724	14.9123
O	11.9793	3.6881	32.5032
N	-0.6197	1.1928	14.3531
O	9.5084	-2.7494	32.1673
O	8.109	4.4135	23.7368
O	5.3737	10.1784	33.6949
O	4.8254	-4.1554	14.8518
O	4.0038	5.5991	32.6886
O	2.7625	2.7497	20.3761
O	8.2479	6.6489	33.8478
O	7.5866	8.5128	29.5281
O	1.1785	-1.0579	13.9065
O	6.9443	3.8286	17.4258
O	-3.3435	-1.0743	17.6224
O	11.1579	3.5969	27.2493
O	11.3761	-0.053	28.4393
O	8.327	3.2721	19.9325
O	8.7296	7.1329	25.1073
O	6.1614	2.8716	24.6309
O	6.9231	8.4283	32.6382
O	0.4451	5.0697	14.9938
O	12.1007	3.3449	29.773
N	0.2668	-2.6093	23.9477
O	-0.437	-0.9688	19.0562
O	-1.67	-3.1981	19.8925
O	-2.7584	2.7323	15.2813
O	-5.2631	0.7062	17.6013
O	4.0188	-3.4706	17.3662
O	4.0434	1.432	13.7228
O	11.5001	6.6585	27.3046
O	10.8079	9.5762	26.2403
O	2.1118	1.2737	18.3776
O	4.8288	-1.2427	21.423
O	3.3316	0.2597	32.5933
N	6.8595	5.1963	25.9872
O	13.3871	-0.4494	30.1432
O	2.8364	5.5502	15.974
O	2.6518	-5.1291	23.6594
O	-1.4488	3.9658	17.7533
O	8.0406	2.0019	33.7172
O	9.4688	-0.4228	16.1474
N	1.103	-3.9224	21.6381
O	-5.4319	-2.096	19.1087
O	3.9746	4.7989	21.5932
O	7.5097	3.8251	28.2149
O	3.3015	3.4419	31.2504
O	8.05	1.5503	18.0706
N	8.7838	-0.5809	27.9205
N	-0.523	-1.4914	21.5983
O	8.8856	6.1657	27.4682
O	-5.3993	2.5223	15.7122
O	-1.3232	-2.7605	17.3247
O	0.7295	-3.4391	18.89
O	2.3075	-1.676	22.2861
O	-1.3977	0.9827	20.7613
O	6.8243	4.2277	33.0666
O	7.8843	3.4579	30.7941
N	10.5973	5.5618	23.6405
O	5.6565	-0.0358	15.0554
O	2.0218	8.6517	28.393
O	9.474	-0.09	32.9111
O	1.3606	1.3992	31.4769
O	10.5805	-9.0037	16.9767
O	5.4418	5.379	28.3023
O	2.1987	-5.5295	19.7267
O	10.0555	7.9618	28.9949
O	1.1527	0.5244	20.6779
O	8.9454	7.3989	22.5868
O	6.1086	-0.8231	28.1079
O	4.2984	-3.5629	22.4394
O	5.2715	3.126	27.0002
O	1.2112	3.9732	17.2369
O	1.4223	-6.5945	21.9727
O	5.0635	7.8191	28.9922
O	2.1603	8.118	25.8324
O	10.3502	4.9239	33.8468
O	6.8931	7.7593	27.0208
N	3.1282	-2.9313	20.0082
O	10.4582	5.2451	29.2352
O	2.8361	0.1214	27.4421
O	-1.0875	3.2671	22.1167
O	3.4728	0.8578	16.2412
O	10.1632	1.2583	26.4463
O	2.0124	10.49	24.9313
O	3.536	5.8869	30.0951
N	0.1503	2.7767	19.5458
O	7.3274	1.3837	29.0763
N	11.8493	9.6521	32.4153
O	6.8042	1.0377	26.4692
O	5.4528	5.2574	23.6725
O	4.2386	1.1653	25.5125
O	-3.4885	-1.9403	21.1877
O	9.6982	10.0276	30.4865
O	1.1166	-0.1171	16.3698
O	10.3652	3.1341	24.7099
H	7.2071	5.6451	41.7954
H	8.8421	3.9945	41.7954
H	11.5763	6.7095	41.7894
H	9.9273	8.3475	41.7894
H	7.235	11.0379	41.8388
H	8.8737	9.3903	41.8388
H	11.5733	1.2599	41.7966
H	9.9404	2.9142	41.7966
H	1.7953	5.5986	41.8456
H	3.425	3.9414	41.8456
H	6.1716	6.6992	41.8009
H	4.5197	8.3342	41.8009
H	14.2956	9.4403	41.8035
H	12.6425	11.0742	41.8035
H	6.1284	1.2587	41.788
H	4.472	2.8891	41.788
H	2.1876	0.5358	6.0241
H	0.5596	2.1937	6.0241
H	3.267	4.8786	6.028
H	4.9186	3.2434	6.028
H	0.5347	7.6239	5.971
H	2.1751	5.9779	5.971
H	3.2449	-0.5301	5.9787
H	4.9018	-2.1597	5.9787
H	5.9883	2.1817	5.9716
H	7.6308	0.5374	5.9716
H	-2.1713	4.9019	5.9741
H	-0.5217	3.2645	5.9741
H	5.9799	-3.2519	6.0003
H	7.6182	-4.9008	6.0003
H	-2.1747	-0.5662	6.0328
H	-0.5354	-2.214	6.0328

Results
free energy: -151802.221 eV
free energy less fixed offsets of H -15.71, N -386.36, O -570.45, Si -639.56 eV per atom: -5.611 eV

Forces (eV/angstrom), in the order of the atoms: element, x, y, z
Si	0.0011	0.0173	-0.0341
Si	-0.0195	0.0116	-0.0217
Si	0.0111	-0.0028	-0.0323
Si	-0.001	-0.0139	-0.0358
Si	0.0073	0.0024	-0.0379
Si	-0.0023	-0.0118	-0.0352
Si	-0.0004	0.0122	-0.0262
Si	-0.0078	-0.0139	-0.0311
Si	0.0169	0.0067	-0.0213
Si	-0.0017	-0.0209	-0.0203
Si	-0.0071	0.0043	-0.0189
Si	-0.0101	0.013	-0.0177
Si	-0.0053	0.0089	-0.0121
Si	-0.0097	0.0074	-0.0138
Si	0.0121	-0.0076	-0.0103
Si	0.0104	-0.0134	-0.014
Si	-0.0003	0.0078	0.0153
Si	0.0038	0.0016	0.0125
Si	0.0188	-0.0026	0.0075
Si	-0.0053	-0.008	0.0085
Si	-0.0016	0.0074	0.0048
Si	-0.0056	-0.0077	0.0047
Si	-0.0136	-0.0004	0.0091
Si	0.0054	-0.0002	0.0094
Si	-0.0071	-0.0087	0.0231
Si	0.0123	-0.0034	0.0141
Si	-0.0069	-0.0044	0.0143
Si	-0.004	-0.0074	-0.0002
Si	-0.0126	0.0014	0.0076
Si	0.0006	-0.0065	0.0081
Si	-0.011	-0.0076	0.0205
Si	-0.0034	-0.0144	0.0375
Si	-0.0128	-0.0039	-0.0084
Si	0.0071	0.0057	-0.0236
Si	0.001	0.0046	-0.0109
Si	0.01	0.0103	-0.0193
Si	-0.0012	0.0092	-0.0157
Si	0.0126	0.0069	-0.0135
Si	0.006	0.004	-0.0177
Si	0.0132	0.0003	-0.0213
Si	-0.0092	-0.0078	-0.014
Si	0.0013	-0.0006	-0.0041
Si	-0.0134	-0.0033	-0.006
Si	0.0019	0.0081	-0.0045
Si	0.0081	-0.0003	-0.0084
Si	-0.0016	-0.0021	-0.0118
Si	0.0077	-0.0109	-0.0075
Si	0.0161	0.0122	-0.0071
Si	0.0034	0.0091	0.0141
Si	0.003	-0.0059	0.0189
Si	-0.0012	0.0107	0.0244
Si	-0.001	0.0082	0.0193
Si	-0.0099	-0.0001	0.0177
Si	0.0031	0.0073	0.0224
Si	0.0012	-0.0033	0.0129
Si	0.0042	0.0072	0.0151
Si	0.009	-0.021	-0.0066
Si	0.0089	-0.0103	-0.026
Si	-0.0011	0.0073	-0.035
Si	-0.003	0.0027	-0.0346
Si	-0.0055	-0.0026	-0.0312
Si	-0.0045	0.0059	-0.0257
Si	0.0062	-0.0009	-0.0292
Si	0.0087	-0.0084	-0.0398
Si	-0.0038	-0.0084	-0.0638
Si	-0.013	-0.0191	-0.0641
Si	-0.0046	0	-0.0644
Si	0.0019	0.0036	-0.0552
Si	-0.0085	0.009	-0.0767
Si	0.0117	-0.0032	-0.0511
Si	-0.0065	-0.0007	-0.0536
Si	-0.0083	0.0038	-0.0549
Si	-0.0156	-0.0018	-0.039
Si	-0.0067	0.0008	-0.0693
Si	-0.0118	-0.0103	-0.0566
Si	-0.0031	-0.0058	-0.0564
Si	-0.003	0.0145	-0.0551
Si	-0.0121	-0.0115	-0.0571
Si	-0.0082	0.0067	-0.0573
Si	-0.0071	-0.0071	-0.0494
Si	0.0077	0.0015	-0.051
Si	0.0013	0.0129	-0.0639
Si	-0.0121	-0.0096	-0.0423
Si	0.0126	-0.0104	-0.0575
Si	-0.0027	-0.0134	-0.0778
Si	0.0157	-0.0099	-0.0597
Si	0.0041	-0.0009	-0.0735
Si	-0.0042	0.001	-0.0508
Si	0.0024	0	-0.0663
Si	-0.0119	0.0131	-0.0562
Si	-0.0002	0.0074	-0.081
Si	0.0024	0.0024	-0.0761
Si	-0.0059	0.0056	-0.0493
Si	-0.008	0.0058	-0.0601
Si	-0.0014	-0.0019	-0.0584
Si	0.0095	0.0056	-0.0563
Si	0.003	0	-0.0548
Si	-0.0057	0.0153	-0.0406
Si	0.0108	0.0062	-0.0616
Si	0.0017	0.0046	-0.0508
Si	0.0012	-0.0154	-0.0733
Si	-0.0026	0.0217	-0.0477
Si	0.0038	0.002	-0.0453
Si	0.002	0.0062	-0.0594
Si	-0.0007	-0.0035	-0.0556
Si	0.0047	0.0003	-0.0613
Si	-0.0098	-0.0023	-0.0631
Si	-0.0054	-0.0041	-0.073
Si	0.0033	0.008	-0.0631
Si	0.0045	-0.0064	-0.0509
Si	-0.0147	0.0057	-0.0749
Si	0.0043	0.0121	-0.0502
Si	0.0428	-0.0401	0.1738
Si	0.0245	-0.009	0.1813
Si	-0.0288	0.011	0.1939
Si	0.0182	0.0104	0.1737
Si	-0.0198	-0.0061	0.1973
Si	-0.0311	0.0688	0.1806
Si	0.0028	-0.0125	0.1812
Si	0.0252	-0.0003	0.1836
Si	-0.0093	-0.0167	0.2591
Si	-0.009	0.0245	0.2279
Si	0.0556	0.0194	0.4309
Si	-0.046	-0.041	0.247
Si	-0.0069	0.0266	0.4901
Si	-0.0693	-0.0373	0.2562
Si	-0.0896	0.044	0.28
Si	-0.0088	-0.0409	0.2262
Si	-0.0031	-0.0505	-0.224
Si	0.0187	0.1125	-0.3324
Si	0.0473	-0.0044	-0.3784
Si	-0.008	0.0098	-0.2929
Si	0.1295	-0.0306	-0.4043
Si	0.044	-0.0407	-0.2774
Si	0.0477	-0.0441	-0.3062
Si	-0.0522	0.072	-0.3011
Si	-0.007	0.0145	-0.1601
Si	-0.0525	0.0239	-0.1721
Si	0.0001	-0.0102	-0.1929
Si	0.0129	0.0018	-0.1846
Si	0.0336	-0.0564	-0.1971
Si	0.0085	-0.0019	-0.1842
Si	-0.002	-0.0071	-0.1691
Si	-0.001	0.0089	-0.1732
O	-0.0083	0.0057	0.0373
O	0.0044	-0.0115	0.0256
O	0.0012	-0.0019	0.025
O	0.0102	-0.0037	0.027
O	-0.0014	0.0073	0.0297
O	0.0016	-0.0002	0.0157
O	-0.0009	-0.0029	0.0184
O	0.0174	-0.0154	0.0234
O	0.0138	-0.011	0.0278
O	-0.0105	0.0057	0.0341
O	-0.0051	-0.0094	0.0205
O	-0.0017	-0.0028	0.0155
O	-0.0107	0.0044	0.0256
O	-0.0118	0.0104	0.063
N	-0.0066	-0.0004	0.0163
O	0.0036	0.0024	0.0151
O	-0.0164	0.0064	0.0278
O	-0.0059	-0.0052	0.0211
O	-0.0091	0.002	0.022
O	-0.0103	0.0176	0.0631
O	0.0087	0.0123	0.0237
O	0.0146	-0.0104	0.0336
O	0.0086	-0.0004	0.0356
O	0.0078	-0.0073	0.0019
O	0.0097	-0.0045	0.0385
O	-0.0167	0.0079	0.0237
O	-0.0028	0.0044	0.0399
O	0.0071	-0.0047	0.0219
O	0.005	0.0019	0.0423
O	-0.028	-0.0045	0.0451
O	0.0008	-0.0107	0.025
O	-0.0163	0.021	0.0346
O	0.0122	-0.0102	0.0301
O	0.0142	-0.0027	0.0534
N	0.0047	0.0054	0.048
O	-0.004	-0.0018	0.0313
O	-0.0052	-0.0011	0.0341
O	-0.013	0.0076	0.0322
O	0.0116	-0.0061	0.0295
O	0.0044	0.0171	0.0475
O	0.0069	0.0055	0.0107
O	-0.0071	-0.0037	0.0337
O	-0.016	0.016	0.0319
O	-0.011	0.0135	0.0375
O	-0.0143	0	0.0221
O	0.0226	0.0119	0.0529
N	-0.0002	0.0004	0.0491
O	-0.0059	0.0092	0.0614
O	-0.0014	0.0013	0.015
O	0.0045	0.0017	0.0165
O	0.0002	-0.0074	0.0249
O	0.0023	-0.0048	0.0297
O	-0.0017	-0.005	0.0237
N	-0.0085	0.0014	0.0333
O	0.005	0.0015	0.0278
O	0.0042	0.0054	0.0246
O	0.0119	-0.0145	0.0299
O	-0.0022	0.0023	0.0206
O	-0.0011	-0.0051	0.0242
N	-0.002	-0.0089	0.0306
N	0.0081	-0.0124	0.0343
O	0.0145	-0.0014	0.026
O	0.0048	-0.0015	0.0195
O	0.0117	-0.0052	0.0367
O	0.0077	-0.0096	0.0249
O	-0.0122	-0.0008	0.0197
O	0.0062	0.0075	0.0175
O	-0.0068	-0.0205	0.0551
O	-0.0113	0.0202	0.0405
N	-0.0103	-0.0014	0.0206
O	-0.0022	0.0056	0.0308
O	0.0013	0.0081	0.0364
O	-0.0134	0.023	0.0399
O	-0.0025	-0.0067	0.0285
O	0.0054	0.0107	0.027
O	-0.0098	0.0036	0.0278
O	-0.0051	-0.0024	0.0235
O	-0.0053	0.011	0.014
O	-0.0006	-0.0031	0.0194
O	0.0128	-0.0096	0.0369
O	-0.0025	-0.0029	0.0175
O	0.0044	-0.0127	0.0283
O	-0.0005	0.0089	0.0219
O	-0.0134	-0.0025	0.0365
O	-0.0028	0.009	0.0344
O	-0.0037	-0.0064	0.0282
O	-0.0041	-0.0106	0.039
O	0.0003	-0.0083	0.0139
O	-0.0085	0.0157	0.0379
N	-0.009	-0.0065	0.0381
O	-0.0079	-0.0073	0.0234
O	-0.0111	-0.0106	0.044
O	0.0024	0.0179	0.0575
O	-0.008	-0.0021	0.0172
O	-0.008	-0.0106	0.0264
O	0.0032	0.0136	0.0266
O	-0.0003	-0.0153	0.047
N	-0.0006	-0.0011	0.0329
O	-0.0015	0.0079	0.0253
N	0.0041	-0.0207	0.0564
O	0.014	-0.0142	0.0271
O	0.0216	-0.0116	0.0324
O	0.0033	-0.0011	0.007
O	0.0065	-0.0023	0.0191
O	0.022	-0.0071	0.061
O	0.0088	0.0003	0.0224
O	0.0178	-0.0198	0.0449
H	0.2902	-0.4123	-0.2553
H	-0.3378	0.1917	-0.2856
H	-0.2522	0.2176	-0.3123
H	0.3339	-0.3665	-0.2574
H	0.2104	-0.2708	-0.2621
H	-0.46	0.243	-0.216
H	-0.3125	0.3009	-0.2501
H	0.3133	-0.2455	-0.2682
H	0.1706	-0.3165	-0.2513
H	-0.3441	0.3583	-0.2158
H	-0.3412	0.3811	-0.2387
H	0.2169	-0.2664	-0.2768
H	-0.2358	0.2458	-0.2945
H	0.3066	-0.3265	-0.2387
H	-0.2777	0.2003	-0.3051
H	0.312	-0.3798	-0.2664
H	-0.2439	0.3897	0.2765
H	0.3896	-0.1848	0.3053
H	0.2902	-0.245	0.2844
H	-0.284	0.3458	0.2852
H	0.4031	-0.2475	0.2334
H	-0.2642	0.2712	0.2549
H	0.3251	-0.3201	0.2455
H	-0.2172	0.3492	0.263
H	0.3191	-0.3136	0.2448
H	-0.2061	0.3381	0.2371
H	0.3082	-0.223	0.2754
H	-0.3126	0.3054	0.2396
H	0.2852	-0.2847	0.2929
H	-0.2851	0.2653	0.2691
H	0.2275	-0.3105	0.2791
H	-0.3302	0.3096	0.2903

The program warned: the cutoff lies below the one the program advises for these potential files; the forces do not sum to zero within the program's tolerance; empty levels may hold ghost states of the PAW files; the exchange-correlation potential is rough where the density is thin.
